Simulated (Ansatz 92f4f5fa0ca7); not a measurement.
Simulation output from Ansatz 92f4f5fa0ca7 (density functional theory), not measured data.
Periodic cell of 237 atoms, Si146O90B1, from a study of silicon, its oxide and their interface. The atomic structure is a simulated model.
Doubt: the cutoff is far below the 930 eV that the study's wrapper takes by default for these files, so forces and energies are approximate.
This geometry differs little from another in the collection (a relaxation step or a small displacement).

Settings: functional PBE; potential files Ansatz PAW; basis plane waves; wave-function cutoff 580 eV; density cutoff ratio 5; exchange-correlation grid ratio 1; k mesh 1 x 1 x 1, Gamma-centred; self-consistency stop 5e-08 eV per atom in the density residual; occupations fixed; spin none; net charge -1 e, with a uniform compensating background and no finite-size correction.

Cell vectors (angstrom)
a  11.6015  0  0
b  0  10.938  0
c  0  0  32.0622

Atoms and the computed forces on them: element, x, y, z (angstrom), force x, y, z (eV/angstrom)
Si  -0.1808  -0.0559  23.2355  0.0007  -0.0028  0.001
Si  3.6641  0.2104  23.096  -0.0084  -0.0022  0.0139
Si  7.5597  -0.1413  23.4351  -0.0082  -0.0022  0.0047
Si  1.6907  1.405  23.3849  0.0054  0.0035  0.0057
Si  5.7365  1.3959  23.1709  0.0109  -0.0005  0.0041
Si  9.4449  1.2252  23.3408  0.0027  0.0101  0.0071
Si  0.1695  5.311  23.4543  0.0313  0.0098  -0.0033
Si  4.1407  5.2956  23.3949  -0.0047  0.01  0.0172
Si  8.0539  5.599  23.55  0.0047  0.002  0.0076
Si  2.1746  6.5768  23.3665  -0.003  -0.0135  0.0058
Si  5.9978  6.7589  23.4602  0.004  -0.0012  0.0038
Si  10.0256  6.8677  23.6041  -0.0269  0.0024  0.0069
Si  1.9096  2.6696  25.3735  0.0024  0.0016  -0.0063
Si  5.842  2.6469  25.2416  -0.0027  0.0006  0.0024
Si  9.6433  2.6723  25.2568  -0.0003  0.0022  -0.001
Si  11.603  4.0062  25.3849  -0.008  -0.0007  -0.0019
Si  3.9063  3.9704  25.323  0.0069  -0.004  -0.0034
Si  7.7579  4.0798  25.3435  0.0043  -0.0099  -0.0187
Si  1.9732  8.1553  25.1816  -0.0044  0.0018  -0.0136
Si  5.7785  8.1718  25.3411  0.0011  0.0002  -0.0162
Si  9.7183  8.2703  25.4337  0.0054  0.0065  -0.0081
Si  11.6425  9.5777  25.2451  -0.0002  0.0014  0.0053
Si  3.8656  9.5932  25.0627  -0.0032  -0.0001  0.0102
Si  7.6946  9.523  25.4048  -0.0048  -0.0041  -0.0007
Si  11.6543  -0.0128  27.2037  0.0065  0.0081  0.0027
Si  3.9071  -0.0546  27.1154  0.001  0.0063  0.0068
Si  7.7646  -0.0239  27.2921  0.0019  0.0092  -0.0048
Si  1.9904  1.3144  27.2759  -0.0035  -0.005  -0.0024
Si  5.837  1.3212  27.1966  0.0005  -0.0071  0.0036
Si  9.7002  1.3296  27.208  -0.0033  -0.0113  0.0068
Si  11.593  5.4716  27.2357  -0.0015  0.001  -0.0003
Si  3.8519  5.4223  27.2133  0.0002  0.0022  -0.0029
Si  7.7207  5.4622  27.2611  -0.0029  0.0057  0.0011
Si  1.9395  6.8249  27.1642  0.0022  0.0037  0.0043
Si  5.7659  6.801  27.2579  -0.0056  -0.0013  0.0006
Si  9.6593  6.8244  27.2922  0.007  -0.0076  -0.0023
Si  1.9464  2.7211  29.1826  0.0141  0.004  0.0009
Si  5.8  2.7216  29.1242  0.0007  0.0021  -0.0112
Si  9.6807  2.726  29.1423  0.0078  0.0063  -0.0139
Si  0.0142  4.0971  29.1618  -0.0064  -0.0008  0.0085
Si  3.8686  4.0933  29.1707  -0.0088  -0.0059  0.007
Si  7.7372  4.0908  29.1822  -0.0058  -0.0057  0.0144
Si  1.9435  8.1855  29.1168  -0.0018  0.0054  -0.0006
Si  5.7989  8.1804  29.1792  -0.01  0.0038  0.0167
Si  9.6752  8.1902  29.2173  -0.0065  0.0113  0.0204
Si  0.0097  9.5565  29.147  0.0029  -0.0116  -0.0113
Si  3.8766  9.5583  29.1091  0.0082  -0.0137  -0.0218
Si  7.737  9.5449  29.2097  0.0097  -0.006  0.0027
Si  0.002  -0.002  31.0902  0.0005  0.0112  0.0032
Si  3.8624  0.0021  31.0657  -0.0003  0.0156  0.0031
Si  7.7305  0.0059  31.1172  -0.0022  0.002  -0.0034
Si  1.9309  1.3699  31.1187  -0.0028  -0.004  -0.0072
Si  5.7965  1.3702  31.0657  0.0037  -0.003  0.0043
Si  9.6684  1.3655  31.0893  -0.0021  -0.0103  0.0062
Si  0.0112  5.466  31.0985  0.0009  0.0069  0.0027
Si  3.8705  5.4728  31.1049  0.0034  0.0123  -0.003
Si  7.741  5.4635  31.1271  -0.0006  0.0098  0.0006
Si  1.9398  6.8431  31.0731  0.001  -0.0125  0.0001
Si  5.8051  6.8327  31.1192  0.0002  -0.0039  -0.0056
Si  9.6786  6.8285  31.1491  0.002  -0.0114  -0.0039
Si  1.9307  2.748  0.9923  0.0047  0.0032  0.0116
Si  5.7952  2.7456  0.9343  -0.0074  0.0016  -0.003
Si  9.6646  2.7337  0.9717  0.0041  0.0086  0.0073
Si  -0.0117  4.1087  0.971  -0.0096  -0.0049  -0.0113
Si  3.865  4.1165  0.9852  0.0008  -0.0076  -0.0033
Si  7.7366  4.1109  1.0077  0.008  -0.0022  0.0008
Si  1.9301  8.2176  0.9484  0.0001  0.0088  -0.0122
Si  5.7945  8.2281  0.9734  0.0044  0.0047  -0.0091
Si  9.6672  8.2209  1.0139  -0.0045  0.0098  0.0045
Si  -0.0029  9.5936  0.985  -0.0045  -0.0038  0.0096
Si  3.8588  9.5956  0.9691  0.0012  -0.0071  0.0089
Si  7.7353  9.5836  0.9929  0.002  -0.0042  0.0031
Si  11.6062  0.0351  2.9289  0.0028  0.0072  -0.0015
Si  3.8541  0.0196  2.9358  -0.005  0.0092  -0.0018
Si  7.7373  0.0233  2.9163  0.0041  0.0085  -0.0011
Si  1.933  1.4038  2.9379  -0.0008  -0.0064  -0.0011
Si  5.8077  1.37  2.8461  0.0018  -0.0088  -0.0011
Si  9.6572  1.3917  2.9284  0.0008  -0.008  -0.0002
Si  11.5647  5.5055  2.881  -0.0061  0.0035  0.0011
Si  3.8742  5.4972  2.9212  0.0041  0.0024  -0.0021
Si  7.7311  5.5176  2.9369  0.002  0.0008  -0.0042
Si  1.9132  6.8264  2.8612  -0.001  -0.0064  0.0037
Si  5.8038  6.8672  2.8986  -0.0007  -0.0037  0.0053
Si  9.6568  6.9032  2.9836  0.0028  0.0012  0.0026
Si  1.9084  2.834  4.8351  -0.0071  0.0006  0.0012
Si  5.8301  2.7313  4.755  -0.0014  0.001  0.0048
Si  9.5899  2.8118  4.8361  -0.0045  0.0024  -0.0054
Si  11.5387  4.144  4.7981  0.0073  -0.0007  0.007
Si  3.9124  4.1075  4.8423  -0.0035  -0.0032  0.007
Si  7.7074  4.2184  4.9103  -0.0005  0.003  0.0044
Si  1.885  8.1399  4.8083  0.0071  0.0038  0.0003
Si  5.8042  8.2551  4.8085  -0.0012  -0.0009  0.0065
Si  9.6582  8.3188  4.9291  -0.0016  0.0034  0.0008
Si  11.6321  9.6476  4.8912  0.0001  -0.0015  0.0028
Si  3.8133  9.486  4.8214  0.0037  -0.0051  0.0051
Si  7.7159  9.676  4.9032  0.0044  -0.0017  0.0009
Si  11.5814  0.2329  6.7722  0.01  0.0105  -0.0088
Si  3.7477  -0.0532  6.6994  -0.003  0.0057  -0.0128
Si  7.7001  0.0593  6.9244  -0.0034  0.0071  -0.0123
Si  2.0394  1.5015  6.7723  -0.0018  -0.0051  -0.0091
Si  5.7017  1.2816  6.6329  0.0128  -0.0033  -0.0055
Si  9.6343  1.5198  6.8186  0.0018  -0.0054  -0.0051
Si  11.5227  5.4941  6.7341  0.0026  0.0118  -0.0097
Si  3.975  5.4399  6.8194  0.0111  0.0114  -0.0027
Si  7.7368  5.6739  6.8775  -0.0051  0.0149  0.001
Si  1.9682  6.6526  6.6793  -0.0063  -0.0131  -0.0125
Si  5.8107  6.9826  6.7829  -0.0005  -0.0148  -0.0155
Si  9.7549  7.0436  6.9435  0.0015  -0.0239  -0.0043
O  9.9964  7.9758  8.3208  0.0117  0.0242  0.0017
O  7.6428  9.9493  8.2354  -0.0063  -0.0145  0.0042
O  7.4138  4.7512  8.2206  0.0042  -0.0023  0.0084
O  3.3786  10.3992  8.2635  0.0008  -0.0029  0.0105
O  2.0337  7.6125  8.0124  -0.0018  0.0131  -0.0074
O  3.9979  4.5905  8.2696  -0.0007  -0.012  -0.0041
O  9.7786  2.4284  8.208  0.0069  0.02  -0.0007
O  2.6034  2.357  8.1144  0.0098  0.0082  -0.0034
O  11.3765  4.5504  8.0848  -0.0076  -0.0172  0.0034
O  5.3535  2.3907  7.8114  -0.0139  0.0123  -0.0011
O  5.8068  8.001  8.1053  0.0051  0.017  0.001
O  11.2345  10.3429  8.1459  -0.0241  -0.0195  0.0024
O  11.3257  10.0605  21.7794  0.0012  -0.0097  0.0055
O  3.1968  10.7191  21.5323  0.0005  -0.0051  -0.0011
O  5.8792  7.6952  22.0915  0.0124  0.0197  -0.0095
O  4.227  4.4448  21.9519  0.0069  -0.0133  -0.0043
O  7.6988  9.6772  22.1863  -0.0029  -0.0058  0.0022
O  10.328  7.6748  22.1917  0.0022  0.0145  -0.0006
O  1.641  2.4351  22.0816  -0.0052  0.0072  0.0022
O  5.9354  2.4273  21.8647  -0.0039  0.0075  0.003
O  8.4535  4.7263  22.1968  -0.0015  -0.0085  -0.0051
O  -0.0716  4.4511  22.0374  -0.001  -0.0098  0.0021
O  2.3867  7.3461  21.9232  -0.0012  0.007  -0.0073
O  9.0873  1.9058  21.8707  0.0001  0.0109  -0.0003
Si  1.9013  7.8175  9.6106  0.002  0.0098  0.0341
Si  5.0647  0.5202  17.69  0.0002  0.0063  -0.0202
Si  2.4694  5.4515  14.0172  0.0012  -0.0048  -0.0074
Si  10.561  3.9244  14.0581  -0.0011  -0.0112  -0.0081
Si  8.2925  2.4302  15.2763  -0.0075  -0.0127  -0.0048
Si  9.5287  2.2462  20.337  -0.0013  0.0074  -0.0125
Si  10.52  3.6021  9.0956  -0.0047  -0.0005  0.0118
Si  -0.0001  2.2863  11.5948  -0.0036  0.0055  0.0137
B  11.0255  8.1039  15.3071  -0.0016  0.0413  0.0283
Si  5.152  6.9243  13.9709  0.0013  -0.0041  -0.0042
Si  5.7048  2.6222  11.1636  0.0001  0.0088  0.0178
Si  8.5989  7.7129  19.3212  -0.0017  -0.0065  -0.0052
Si  8.1184  4.87  20.6084  -0.0007  0.003  -0.0116
Si  5.9052  9.5582  15.2154  -0.0021  0.0034  -0.0156
Si  2.147  7.5954  20.3301  -0.0065  0.0083  -0.0143
Si  1.8989  4.9165  18.7102  0.0178  0.005  -0.0177
Si  4.4768  3.4285  17.9961  0.0067  -0.0014  -0.0198
Si  8.649  8.8863  16.6695  0.0144  0.0174  -0.0173
Si  0.7667  9.3916  13.4031  -0.0007  -0.0076  0.022
Si  9.894  10.6416  11.7609  -0.0024  0.0002  0.0136
Si  5.3443  3.7026  21.0017  -0.0022  0.0082  -0.004
Si  0.5203  5.7222  16.1918  0.0078  0.0014  -0.0097
Si  10.7621  9.174  9.1702  -0.0024  -0.0072  0.0064
Si  6.5991  8.8967  21.2529  -0.0014  -0.0126  -0.0078
Si  7.1837  7.1411  11.5403  -0.0041  0.0019  0.0072
Si  2.6159  0.6673  12.3149  0.0047  0.0004  0.0079
Si  10.9151  8.6547  21.0284  0.0159  -0.0064  -0.0056
Si  6.0239  4.3264  15.6314  0.0011  0.0036  -0.0102
Si  7.081  0.4961  13.0155  -0.0062  0.001  0.0059
Si  4.0514  2.9797  8.6072  -0.0013  -0.0013  0.007
Si  0.846  6.7281  11.8786  0.0137  0.0057  0.014
Si  6.5666  9.0573  9.1128  0.001  0.0013  0.0125
Si  0.6567  3.3007  21.1129  -0.004  0.0029  -0.0147
Si  9.8585  6.57  12.9447  -0.0359  -0.0076  -0.0213
Si  7.7331  4.5328  9.811  -0.0022  -0.0042  0.0165
Si  3.978  10.0688  20.2347  0.0001  -0.0062  -0.0193
Si  4.2016  3.0199  13.5908  0.0104  -0.0022  0.0034
Si  3.8488  10.0261  9.7995  0.005  -0.007  0.0179
Si  8.1273  0.7182  17.9934  0.0079  -0.0102  -0.0499
O  11.4529  3.2538  12.8747  -0.0011  0.001  -0.0043
O  9.3521  4.3956  9.9177  0.0009  -0.0011  -0.0105
O  8.8313  3.6328  19.8504  0.0057  -0.0057  0.0154
O  4.0499  -0.0582  18.8394  0.0047  0.0062  0.0143
O  11.3912  4.5778  15.2798  -0.0052  -0.0017  0.0021
O  9.8289  9.7966  10.3433  -0.0061  0.0068  0.001
O  3.7  1.5163  13.2065  -0.0048  -0.0026  -0.0029
O  0.5723  8.9497  14.9283  -0.0268  -0.0248  -0.0123
O  6.5344  0.7721  18.3725  0.0183  -0.0138  0.0021
O  4.7302  3.1826  19.6003  -0.0072  -0.005  0.0008
O  6.2259  1.205  11.7996  0.0031  -0.0049  -0.0065
O  0.5572  8.7076  9.8445  0.0102  0.0046  -0.0148
O  5.6101  4.3341  17.2272  -0.0011  0.0005  0.0077
O  8.4892  7.2943  12.463  0.0226  -0.0088  0.0084
O  4.3889  2.6019  10.1552  0.0083  -0.0031  0.0009
O  2.0342  5.8348  15.5322  -0.005  0.0039  0.0004
O  3.3608  0.0448  10.9966  -0.0036  0.008  0.0008
O  5.9175  7.2298  12.5548  -0.0037  -0.0014  0.0013
O  2.4025  6.3176  19.3795  0.0002  -0.0155  0.0088
O  0.6427  5.1203  17.7218  -0.0056  0.0022  0.0035
O  8.3812  10.6823  12.3754  0.0009  -0.0012  -0.0068
O  5.4718  10.0781  9.7429  -0.0033  0.0024  -0.0114
O  0.614  8.1139  20.2156  -0.0007  -0.006  0.0183
O  9.7813  2.6646  14.722  0.0006  0.0057  0.0059
O  1.9694  10.5072  13.3033  -0.0017  -0.0028  0
O  9.9521  8.9612  15.7829  -0.0203  -0.0118  0.0019
O  6.1364  10.3681  13.8096  -0.0018  -0.0014  -0.0015
O  7.497  1.6013  14.1299  0.0055  0.0048  0.0113
O  1.559  3.9463  19.9613  0.0001  0.0015  0.0068
O  5.872  5.7826  14.9125  -0.0056  -0.0015  0.0035
O  7.3003  8.9347  15.7492  0.0067  0.0031  0.0228
O  1.4558  1.6002  11.6806  -0.0005  -0.0054  -0.0082
O  7.2211  8.2904  10.375  0.003  -0.0109  0.0008
O  4.404  1.9563  17.2976  0.0031  -0.0033  0.0118
O  6.9827  3.1939  10.332  -0.0058  -0.0011  -0.0093
O  11.3966  7.1343  16.3373  -0.0033  -0.0048  -0.0145
O  8.579  10.1545  17.6896  -0.0029  0.0218  -0.0125
O  3.2719  8.5357  10.1057  -0.0047  -0.0029  -0.0173
O  7.5784  3.8753  15.5204  0.0011  -0.0066  0.0013
O  3.0795  4.2228  17.8457  -0.004  -0.0008  0.009
O  2.8729  3.8862  13.8647  -0.0056  0.0093  0.0011
O  1.2986  8.187  12.424  0.0009  -0.0023  -0.0139
O  1.2553  5.6059  12.9611  -0.0004  -0.0034  -0.0006
O  4.9547  8.2894  14.8409  -0.0029  -0.0008  0.003
O  11.1541  2.3593  20.3702  -0.0036  -0.004  0.0136
O  10.9772  9.9987  12.7616  0.0007  -0.0022  -0.0067
O  5.1767  3.5774  12.3816  -0.0041  -0.0007  -0.0018
O  5.1129  3.1579  14.9303  -0.0015  -0.0003  0.0005
O  6.4879  4.7878  20.5565  -0.0009  -0.0031  0.0087
O  8.3806  1.656  16.6973  -0.0118  -0.0059  0.0294
O  10.3512  1.2441  11.4681  0.0003  -0.0037  -0.0109
O  10.8481  6.566  11.6144  -0.0054  0.0031  -0.003
O  3.2577  8.6738  19.8564  0.002  0.0025  0.0171
O  1.6684  6.4565  10.4704  -0.0057  -0.0058  -0.0084
O  7.1897  8.3193  19.8744  -0.0007  -0.0017  0.0089
O  8.567  7.5987  17.7095  -0.0008  0.0068  -0.0084
O  3.691  6.3956  13.5349  0.0052  0.0006  -0.0017
O  9.5431  5.0118  13.3759  0.0097  0.0095  0.001
O  5.4862  9.9827  20.8347  -0.0104  -0.0003  0.0109
O  10.5749  7.3704  14.0965  0.0207  -0.011  -0.0105
O  8.7246  6.217  19.962  -0.0004  0.0107  0.0065
O  7.1671  5.7334  10.7245  0.0033  0.0079  -0.0025
O  5.1952  10.4967  16.3719  -0.0011  -0.0002  0.0068
O  9.0296  1.135  19.2854  -0.0141  -0.0113  0.0025
O  11.605  3.0839  10.1681  0.0047  -0.0065  0.0019
O  9.7664  8.7129  19.889  -0.0103  -0.0011  0.0088

Results
free energy: -144145.706 eV
free energy less fixed offsets of B -154.04, O -568.88, Si -635.61 eV per atom: 6.594 eV

The program warned: the cutoff lies below the one the program advises for these potential files; the forces do not sum to zero within the program's tolerance; the exchange-correlation potential is rough where the density is thin.
